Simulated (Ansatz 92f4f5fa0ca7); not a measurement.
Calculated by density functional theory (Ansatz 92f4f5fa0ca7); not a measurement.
Periodic cell of 223 atoms, Si133O90, from a study of silicon, its oxide and their interface. The atomic structure is a simulated model.
This geometry differs little from another in the collection (a relaxation step or a small displacement).

Settings
functional: r2SCAN
potential files: Ansatz PAW
basis: plane waves
wave-function cutoff: 800 eV
density cutoff ratio: 5
exchange-correlation grid ratio: 1
k mesh: 1 x 1 x 1, Gamma-centred
self-consistency stop: 5e-08 eV per atom in the density residual
occupations: fixed
spin: none
net charge: 0

Cell vectors (angstrom)
a 10.938 0 0
b 0 10.938 0
c 0 0 32.1988

Atoms and the computed forces on them: element, x, y, z (angstrom), force x, y, z (eV/angstrom)
Si 10.6025 0.2376 24.839 0.0242 -0.0254 -0.0259
Si 5.7474 10.6812 24.7194 -0.0129 0.0081 -0.0277
Si 2.5015 2.9222 24.6343 -0.0005 -0.0052 -0.0341
Si 8.4403 2.4803 24.8076 -0.0257 0.0201 -0.0382
Si 0.2931 5.1694 24.7471 -0.0047 0.004 -0.0253
Si 5.162 5.7588 24.6753 -0.0009 0.0045 -0.021
Si 2.9332 8.0113 24.5773 0.0117 -0.0003 -0.0053
Si 7.9452 8.4311 24.7208 0.0043 -0.0057 -0.0295
Si 1.3475 1.3803 26.0247 0.0165 -0.0072 0.0092
Si 6.8447 1.3295 26.0846 -0.0074 0.0102 0.0087
Si 4.0615 4.1135 25.9839 0.0121 -0.005 0.0189
Si 9.6121 4.0755 26.0721 -0.0097 0.0118 0.0111
Si 1.4056 6.8323 25.9947 -0.0002 0.0098 0.013
Si 6.7778 6.8519 26.021 0.0026 -0.0066 0.0159
Si 4.1017 9.5474 25.979 -0.0082 0.0062 0.0102
Si 9.494 9.5664 26.1101 0.0117 -0.0086 0.014
Si 2.7374 -0.0048 27.3663 0.0016 -0.0026 0.0057
Si 8.1842 -0.0008 27.4815 -0.0104 -0.0085 0.0187
Si 0.018 2.725 27.4498 0.0024 0.0035 0.0119
Si 5.4528 2.7487 27.3769 -0.0015 0.0024 0.0096
Si 2.738 5.4724 27.4143 -0.005 0.0048 0.0091
Si 8.1944 5.4761 27.3759 -0.0006 0.0017 0.0085
Si 0.0061 8.1905 27.3833 0.0007 -0.0017 0.0114
Si 5.4485 8.2133 27.4206 -0.0013 -0.0017 0.0056
Si 4.1018 1.3673 28.7805 -0.0575 0.0032 -0.3226
Si 9.5708 1.3673 28.7805 0.0943 -0.0056 0.3374
Si 1.3673 4.1018 28.7805 0.0723 0.1166 0.1792
Si 6.8362 4.1018 28.7805 -0.0235 0.034 -0.2964
Si 4.1018 6.8362 28.7805 0.0109 -0.0304 0.1062
Si 9.5708 6.8362 28.7805 -0.0184 -0.048 -0.2552
Si 1.3673 9.5708 28.7805 0.0482 -0.0115 -0.3197
Si 6.8362 9.5708 28.7805 -0.2861 -0.1 0.3675
Si 0 0 30.1478 -0.0399 0.0198 -0.0118
Si 5.469 0 30.1478 0.0273 -0.0545 0.003
Si 2.7345 2.7345 30.1478 -0.0091 0.0336 -0.0191
Si 8.2035 2.7345 30.1478 0.0315 -0.0182 -0.0185
Si 0 5.469 30.1478 0.0111 -0.0469 -0.0178
Si 5.469 5.469 30.1478 -0.0079 0.0321 -0.0168
Si 2.7345 8.2035 30.1478 -0.0115 -0.0347 -0.0195
Si 8.2035 8.2035 30.1478 -0.0267 0.0035 -0.0204
Si 1.3673 1.3673 31.515 0.0074 -0.0144 -0.0128
Si 6.8362 1.3673 31.515 -0.0059 0.0214 -0.018
Si 4.1018 4.1018 31.515 0.016 -0.0281 -0.005
Si 9.5708 4.1018 31.515 -0.0145 0.031 -0.0184
Si 1.3673 6.8362 31.515 -0.024 0.0235 -0.0269
Si 6.8362 6.8362 31.515 0.0278 -0.0224 -0.0058
Si 4.1018 9.5708 31.515 -0.0353 0.0256 -0.0166
Si 9.5708 9.5708 31.515 0.0215 -0.0042 -0.0064
Si 2.7345 0 0.6835 0.0024 -0.0133 0.0266
Si 8.2035 0 0.6835 -0.0183 0.012 0.0007
Si 0 2.7345 0.6835 -0.0068 -0.0002 0.0211
Si 5.469 2.7345 0.6835 0.0199 -0.011 0.0219
Si 2.7345 5.469 0.6835 -0.0577 0.0389 -0.0102
Si 8.2035 5.469 0.6835 0.0361 -0.0401 0.0253
Si 0 8.2035 0.6835 0.0353 -0.0446 0.0139
Si 5.469 8.2035 0.6835 0.005 0.0128 0.0197
Si 4.1018 1.3673 2.0507 -0.009 0.0493 0.0275
Si 9.5708 1.3673 2.0507 -0.0251 -0.0498 0.0137
Si 1.3673 4.1018 2.0507 0.092 0.0417 -0.0082
Si 6.8362 4.1018 2.0507 -0.0213 0.0294 0.0281
Si 4.1018 6.8362 2.0507 -0.033 -0.0567 0.0041
Si 9.5708 6.8362 2.0507 -0.0006 0.0432 0.0297
Si 1.3673 9.5708 2.0507 -0.0775 0.0059 0.02
Si 6.8362 9.5708 2.0507 0.0809 0.0165 0.005
Si 0 0 3.418 -0.1672 -0.2733 -0.1911
Si 5.469 0 3.418 0.1135 0.0331 0.3948
Si 2.7345 2.7345 3.418 0.2345 0.3357 -0.3169
Si 8.2035 2.7345 3.418 -0.1596 -0.2495 0.2439
Si 0 5.469 3.418 0.1152 0.0281 0.1396
Si 5.469 5.469 3.418 -0.0283 -0.0419 -0.0549
Si 2.7345 8.2035 3.418 0.1753 0.0278 0.2463
Si 8.2035 8.2035 3.418 -0.0308 0.1405 -0.2351
Si 1.3782 1.372 4.6991 0.0149 0.006 -0.0007
Si 6.8382 1.3522 4.8684 0.0014 -0.0023 -0.0003
Si 4.1401 4.0783 4.8052 -0.0009 -0.0055 -0.0121
Si 9.565 4.0937 4.7725 0.0028 0.0023 -0.0165
Si 1.3973 6.8264 4.8057 0.0026 0.0022 -0.0028
Si 6.8143 6.874 4.7561 -0.0056 -0.0149 -0.0069
Si 4.1246 9.5676 4.8298 -0.0023 0.0084 -0.0119
Si 9.5532 9.5578 4.7948 -0.0072 -0.0047 -0.0161
Si 2.7531 0.0874 6.093 -0.0012 0.0014 -0.0031
Si 8.1921 -0.0565 6.2602 -0.0138 0.0132 -0.0368
Si 0.0107 2.6844 6.0635 -0.0065 0.0012 -0.0119
Si 5.4775 2.7276 6.2833 0.0087 -0.0059 -0.0288
Si 2.8081 5.4815 6.176 -0.0077 0.0154 -0.039
Si 8.1634 5.4789 6.0698 0.0015 -0.0032 0
Si 0.0075 8.1903 6.148 0.0136 -0.0057 -0.0247
Si 5.5229 8.2217 6.2446 -0.0021 0.0067 -0.0054
Si 3.8401 1.5849 7.6061 -0.008 -0.0109 0.0135
Si 9.8211 1.1411 7.452 -0.0022 -0.0032 0.0361
Si 1.6297 3.8044 7.3078 0.0217 -0.009 0.0243
Si 6.6316 4.4167 7.5006 0.0054 0.0028 0.0123
Si 4.3939 6.6364 7.5569 -0.0072 -0.0009 0.0516
Si 9.3688 6.956 7.4083 0.0261 -0.0163 0.0386
Si 1.1241 9.9132 7.3091 0.0167 -0.0055 0.0167
Si 7.1712 9.2204 7.684 -0.0154 0.0179 0.0592
O 8.3336 8.1013 7.911 -0.0425 -0.0356 -0.0266
O 2.7199 2.7423 7.9127 -0.0281 -0.0193 0.0113
O 9.5321 1.3624 24.2806 -0.0055 0.0025 0.0291
O 4.057 6.8733 24.136 0 0.0006 -0.0046
O 0.0094 0.0278 7.9259 0.0085 0.0279 -0.0068
O 5.502 5.5056 8.0278 0.026 0.0294 -0.0086
O 6.8565 9.5653 24.2126 0.0077 0.0014 0.012
O 1.3856 4.0591 24.1882 -0.004 -0.007 0.0111
O 3.8289 7.4018 8.9199 0.0185 -0.0088 -0.0123
O 0.842 4.3881 8.5949 -0.001 -0.0165 -0.0193
O 9.8491 6.1725 8.7723 -0.0202 0.012 -0.0037
O 2.0448 9.3589 8.5275 -0.0008 0.0094 0.0036
O 7.4721 3.9011 8.8119 -0.0035 0.014 -0.0059
O 4.2717 0.9786 9.0786 -0.0049 -0.0017 -0.012
O 6.7559 9.531 9.238 0.0042 0.0008 -0.0336
O 9.1763 1.8515 8.7812 0.0143 -0.0095 -0.012
O 7.7349 3.1804 23.5149 0.0208 -0.0082 0.0042
O 10.5291 5.8604 23.4518 0.0168 -0.0168 0.0156
O 5.11 0.4404 23.389 0.0061 -0.0186 0.0125
O 5.8727 5.0882 23.3631 -0.0018 0.007 0.0075
O 3.1535 2.2219 23.2867 -0.0131 0.0095 0.0102
O 2.2669 8.7158 23.227 0.006 -0.0043 0.0059
O 8.6219 7.724 23.404 -0.0196 0.0053 0.0125
O 0.2572 10.3727 23.5661 -0.015 0.0292 0.0056
Si 4.4232 1.5841 22.4729 0.0016 -0.0025 -0.0068
Si 3.4919 7.9436 14.0225 0.0018 0.0014 -0.0016
Si 7.099 0.9637 14.656 0.0048 -0.0054 0.0009
Si 0.9312 9.3631 22.5169 -0.0012 0 -0.0092
Si 1.1689 4.2856 11.8755 -0.0084 -0.0005 0.0039
Si 6.2616 8.9751 15.3072 0.0014 -0.004 -0.0044
Si 0.6578 1.3638 12.3006 0.0001 -0.0039 0.0011
Si 8.6312 4.9587 20.498 0.0088 -0.0128 0.006
Si 0.3358 5.6997 9.3592 0.0102 0.008 0.008
Si 5.0934 3.122 17.9097 0.0001 0.0006 0.0035
Si 0.8567 3.7528 16.7042 0.0017 0.0026 0.0021
Si 10.3771 2.836 19.182 -0.0025 0.002 0.0037
Si 5.2825 1.1991 10.3497 0.0005 0.0053 0.0033
Si 0.8763 0.1744 19.8308 -0.002 0.0086 -0.0014
Si 6.6406 9.4646 10.8659 0.003 -0.0024 0.0145
Si 9.3352 9.6851 18.2888 0.0015 -0.0025 0.0041
Si 9.3714 9.2573 12.5839 -0.0002 -0.0012 -0.0044
Si 6.5966 3.8618 22.5909 0.0009 -0.0019 0.0039
Si 2.42 8.0664 9.3977 -0.0106 0.0053 -0.0013
Si 10.5778 7.3777 17.0293 -0.004 0.0036 0.0013
Si 2.5004 6.2926 16.5397 -0.0041 0.0013 -0.0027
Si 10.1461 4.4923 14.1653 0.0018 0.0015 -0.0006
Si 6.1322 9.1949 18.4812 0.0015 0.0018 0.0112
Si 7.9555 2.5596 9.5754 -0.0067 -0.0032 0.006
Si 8.8634 2.1405 12.4517 0.005 0.0004 0.0025
Si 5.3349 6.2459 18.0149 0.0075 -0.0071 0.0051
Si 3.9424 0.5741 19.4717 -0.0008 0.0015 0.0038
Si 4.2694 3.8381 12.0581 -0.001 0.001 -0.0026
Si 5.5317 6.6222 12.1441 -0.0004 0.0004 -0.0013
Si 8.0052 2.5136 17.1943 -0.0023 0.0074 0.0009
Si 4.3425 2.4618 14.9517 -0.0069 -0.0015 0.0039
Si 1.5219 1.2217 15.2335 -0.0069 -0.0009 0.0019
Si 1.5513 9.4113 12.0584 -0.0074 -0.0025 -0.0008
Si 8.0388 6.8652 13.876 -0.0006 -0.0004 0.0002
Si 10.3551 9.8607 15.468 0.001 0.0001 0.003
Si 9.8124 7.0029 22.566 -0.0088 0.0021 -0.0041
Si 8.1226 5.4965 17.4111 0.0012 -0.0005 0.0052
O 6.0331 7.9775 11.3029 -0.0009 0.0063 -0.0057
O 6.017 9.2173 16.8749 -0.0047 0.0039 0.0026
O 7.6795 1.3655 13.2045 -0.0048 0.0035 -0.0056
O 0.8832 1.7501 13.8536 -0.0028 0.0049 -0.0014
O 9.4272 6.2618 16.8632 0.0019 0.0025 -0.004
O 6.7505 6.2544 13.1335 -0.0008 -0.0053 0.0036
O 5.1366 4.6625 18.5392 -0.0055 -0.0012 0.0029
O 9.2066 2.1514 18.2424 0.0017 -0.0069 -0.0003
O 2.3814 0.1327 19.129 -0.0071 -0.0003 -0.0056
O 9.4038 10.2484 16.7457 -0.0055 0.0046 -0.0017
O 2.7728 4.3965 11.7359 -0.0036 0.0035 -0.001
O 5.0674 10.3311 19.084 -0.0002 0.0008 -0.0023
O 9.4 3.2523 13.4695 -0.0079 -0.0047 -0.0021
O 0.417 1.749 19.9009 0.0043 -0.0111 0.0019
O 3.1269 1.3694 15.0403 -0.002 -0.0082 -0.0014
O 8.1822 5.411 19.0206 -0.0014 0.0053 0.0077
O 3.8893 6.5632 17.3395 -0.0021 0.0053 0.0002
O 4.5445 3.2446 16.3713 -0.0003 0.0034 0.0026
O 9.0416 5.6694 14.2911 -0.0032 0.002 0.0003
O 5.4892 2.7641 22.1766 -0.0016 0.0009 -0.0074
O 10.6576 4.1524 15.647 -0.0049 0.0023 0.0002
O 0.3012 3.8407 18.2246 0.0003 0.0061 -0.0025
O 10.4478 10.4941 19.1658 0.0052 0.0057 0.0046
O 9.6148 10.0429 14.0251 -0.0063 0.0051 -0.0027
O 10.8798 8.1386 22.1357 0.0051 0.009 -0.0124
O 1.1823 2.1873 16.4775 0.0023 -0.0055 0.0045
O 9.7071 3.749 20.3464 -0.0122 0.0112 0.0066
O 8.1594 4.0444 16.7126 -0.0006 -0.0062 -0.0056
O -0.056 9.1112 11.9538 0.0029 -0.0039 -0.0009
O 6.5757 2.4454 17.9518 -0.0031 -0.0057 0.0008
O 5.5905 10.7273 11.1631 -0.0056 -0.0041 0.0068
O 7.7469 9.5839 18.7896 -0.0039 0.0031 -0.0009
O 10.0174 1.0389 12.083 -0.0054 -0.0015 -0.0007
O 1.3232 6.936 9.1185 -0.0052 -0.0057 -0.0034
O 0.5811 4.7435 13.3201 0.0069 0.0063 0.002
O 5.6866 7.6336 18.9047 -0.0027 0.0027 0.0014
O 5.2049 5.1043 11.5655 0.0018 -0.0042 -0.0007
O 2.7266 6.9976 15.0992 -0.0017 -0.0028 0.0005
O 0.8997 2.7292 11.4794 -0.0006 -0.0006 -0.009
O 0.8204 10.7143 15.5194 0.0058 -0.0006 -0.0008
O 2.3659 8.5973 10.9175 0.0074 -0.0046 -0.0013
O 4.7202 2.4519 11.2696 -0.0017 -0.0037 0.0026
O 4.2457 3.4805 13.6705 0.0003 0.0089 -0.0062
O 2.157 4.7003 16.461 0.0011 0.0011 -0.0032
O 10.6682 8.2815 15.6773 0.0061 -0.0062 -0.0083
O 6.9113 10.3058 14.6772 0.0028 -0.002 -0.0048
O 2.3502 8.9543 13.415 -0.0062 0.0053 0.0019
O 8.0008 1.5509 15.8843 0.005 -0.0005 -0.002
O 4.1301 7.0275 12.8526 -0.0033 -0.0049 -0.0042
O 4.2078 2.0065 18.7131 -0.0053 0.0015 0.0002
O 7.3168 4.4298 21.2711 0.0001 0.0001 -0.0083
O 8.4029 2.8826 11.0928 0.0001 0.007 -0.0004
O 1.1642 6.8801 17.2811 0.0025 0.0037 0.0083
O 5.6391 1.5734 14.7482 0.0005 -0.0032 0.0075
O 8.1122 9.7479 11.6056 -0.004 0.0053 -0.0029
O 9.2334 6.2509 21.2619 -0.0009 0 -0.0089
O 8.9401 7.7448 12.8932 0.0072 -0.0034 -0.0052
O 1.6092 0.1076 11.9054 0.0049 0.0024 -0.0019
O 6.6632 6.1435 17.0615 -0.0092 0.0049 -0.0027
O 7.3851 7.8179 15.0347 0.0001 -0.0011 0.0045
O 1.1653 10.2804 21.2029 0.0067 -0.0077 -0.001
O 10.0171 8.2154 18.2868 -0.0009 -0.0012 0.0079
O 4.0033 0.8916 21.0722 -0.0027 -0.0011 0.001
O 0.3424 5.2852 10.9056 -0.0073 0.0093 0.003
O 6.6931 1.5695 9.6504 0.0018 -0.0042 -0.0072
O 4.7852 8.6951 14.6742 -0.0033 0.0054 0.0007

Results
free energy: -136402.816 eV
free energy less fixed offsets of O -570.45, Si -639.56 eV per atom: -0.836 eV

The program warned: the cutoff lies below the one the program advises for these potential files; the forces do not sum to zero within the program's tolerance; empty levels may hold ghost states of the PAW files; the exchange-correlation potential is rough where the density is thin.
